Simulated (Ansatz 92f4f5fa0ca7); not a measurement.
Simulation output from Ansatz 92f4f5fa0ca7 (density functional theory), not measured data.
Periodic cell of 231 atoms, Si140O85As6, from a study of silicon, its oxide and their interface. The atomic structure is a simulated model.
Doubt: the cutoff is low for norm-conserving oxygen, so forces and energies are approximate.
Doubt: the program's own warning below bears on the result.
This geometry differs little from another in the collection (a relaxation step or a small displacement).

Settings: functional HSE06; potential files SPMS norm-conserving; basis plane waves; wave-function cutoff 800 eV; density cutoff ratio 4; exchange-correlation grid ratio 1; k mesh 1 x 1 x 1, Gamma-centred; occupations fixed; spin none; net charge 0.

Cell vectors (angstrom)
a	11.6015	0	0
b	0	10.938	0
c	0	0	32.6625

Atoms: element, x, y, z (angstrom)
Si	0.0196	-0.0654	24.1431
As	3.9191	-0.2038	23.9567
As	7.8322	-0.317	23.9386
Si	2.0042	1.231	24.2089
Si	5.9537	1.108	24.07
Si	9.6511	1.2773	24.087
Si	-0.2625	5.437	24.0049
Si	3.7414	5.2919	23.6334
Si	7.8112	5.5035	23.8829
Si	1.7711	6.6838	23.8526
Si	5.7408	6.7712	23.6151
As	9.5997	7.0873	23.9068
Si	1.9349	2.752	25.976
Si	5.805	2.7186	25.8164
Si	9.6205	2.711	25.9577
Si	-0.0489	4.0631	25.9313
Si	3.8636	4.1076	25.7744
Si	7.712	4.1263	25.8578
Si	1.9151	8.0737	25.8621
Si	5.7785	8.066	25.7657
Si	9.6494	8.1457	26.0207
Si	-0.0082	9.4762	26.012
Si	3.8613	9.4541	25.9337
Si	7.7159	9.4646	25.9814
Si	0.0014	-0.0019	27.8599
Si	3.8674	-0.0412	27.8227
Si	7.6906	-0.0235	27.84
Si	1.944	1.3457	27.8647
Si	5.7778	1.3688	27.7983
Si	9.6357	1.3253	27.8567
Si	0.0017	5.4488	27.8462
Si	3.8827	5.4362	27.7818
Si	7.7143	5.4488	27.8267
Si	1.9441	6.7906	27.838
Si	5.7952	6.8172	27.7988
Si	9.6603	6.7714	27.8922
Si	1.9336	2.7345	29.7633
Si	5.8008	2.7345	29.7633
Si	9.6679	2.7345	29.7633
Si	0	4.1018	29.7633
Si	3.8672	4.1018	29.7633
Si	7.7343	4.1018	29.7633
Si	1.9336	8.2035	29.7633
Si	5.8008	8.2035	29.7633
Si	9.6679	8.2035	29.7633
Si	0	9.5708	29.7633
Si	3.8672	9.5708	29.7633
Si	7.7343	9.5708	29.7633
Si	0	0	31.6969
Si	3.8672	0	31.6969
Si	7.7343	0	31.6969
Si	1.9336	1.3673	31.6969
Si	5.8008	1.3673	31.6969
Si	9.6679	1.3673	31.6969
Si	0	5.469	31.6969
Si	3.8672	5.469	31.6969
Si	7.7343	5.469	31.6969
Si	1.9336	6.8362	31.6969
Si	5.8008	6.8362	31.6969
Si	9.6679	6.8362	31.6969
Si	1.9336	2.7345	0.9679
Si	5.8008	2.7345	0.9679
Si	9.6679	2.7345	0.9679
Si	0	4.1018	0.9679
Si	3.8672	4.1018	0.9679
Si	7.7343	4.1018	0.9679
Si	1.9336	8.2035	0.9679
Si	5.8008	8.2035	0.9679
Si	9.6679	8.2035	0.9679
Si	0	9.5708	0.9679
Si	3.8672	9.5708	0.9679
Si	7.7343	9.5708	0.9679
Si	0.0142	0.0505	2.851
Si	3.8589	0.043	2.8834
Si	7.7541	0.0358	2.868
Si	1.935	1.4259	2.9405
Si	5.8084	1.3843	2.883
Si	9.6865	1.4157	2.8982
Si	0.0424	5.4652	2.9718
Si	3.854	5.4597	2.9054
Si	7.7336	5.5278	2.8611
Si	1.941	6.8506	2.8998
Si	5.7755	6.8223	2.86
Si	9.709	6.8277	2.9195
Si	1.9516	2.7496	4.9453
Si	5.8413	2.7699	4.7987
Si	9.6968	2.9638	4.7194
Si	0.0612	4.2207	5.0482
Si	3.891	4.14	4.8761
Si	7.7311	4.2433	4.8114
Si	1.9269	8.2393	4.8075
Si	5.7757	8.2129	4.7451
Si	9.7089	8.2115	4.8434
Si	-0.0014	9.6458	4.7616
Si	3.8637	9.6141	4.7972
Si	7.7453	9.4881	4.6927
Si	-0.0713	0.2238	6.5859
Si	3.8798	0.0158	6.7604
Si	7.8705	-0.0352	6.5013
As	1.9542	1.4799	7.0219
Si	5.9165	1.3049	6.6688
Si	9.5424	1.5797	6.5232
Si	0.0675	5.6861	7.0878
As	3.8802	5.4182	6.9361
Si	7.7496	5.619	6.7992
As	2.0295	7.0901	6.9163
Si	5.7707	6.9324	6.7143
Si	9.7032	7.0191	6.9401
O	6.2847	2.354	7.9
O	11.1831	10.1044	7.8019
O	7.6821	4.6185	8.1124
O	9.0212	2.3686	7.9097
O	9.7271	8.005	8.2942
O	3.8731	9.9073	8.0377
O	0.0581	5.1152	8.6681
O	5.7521	8.0293	7.9606
O	8.3965	10.1642	7.8975
O	5.7786	7.8673	22.3597
O	2.5539	8.9745	18.4438
O	3.5889	4.1728	22.3784
O	9.5669	2.1957	22.7175
O	1.9876	2.1516	22.8518
O	0.0317	9.8861	22.8328
O	1.6186	7.7371	22.5938
O	6.1861	1.6744	22.522
O	-0.6714	4.4753	22.7122
Si	7.6336	-4.3081	16.6319
Si	5.1029	5.1685	12.427
Si	1.3296	13.1614	14.7105
Si	0.0177	3.518	17.13
Si	4.5666	6.0464	16.8081
Si	2.1437	9.8349	11.7053
Si	-0.4512	19.1329	14.764
Si	5.6688	8.7386	20.9895
Si	9.7966	9.6212	8.5125
Si	-5.362	-0.7612	13.9398
Si	5.5077	1.0368	21.1803
Si	10.2323	7.0672	12.2202
Si	-6.6817	10.7878	11.1411
Si	-1.9936	3.7107	22.1325
Si	9.9698	2.4851	19.3738
Si	-2.3448	9.6589	13.0944
Si	-0.7217	0.0291	11.0906
Si	-4.8787	12.7398	15.6458
Si	6.4556	2.5947	11.2296
Si	7.2668	12.0168	18.6522
Si	13.202	-0.9513	19.2652
Si	10.7149	19.4109	19.3967
Si	3.941	8.1712	18.5869
Si	8.4199	2.8724	13.5747
Si	-0.3104	2.7851	12.0698
Si	4.7283	8.8409	8.9225
Si	7.7517	8.964	18.7617
Si	7.6475	3.0413	8.4745
Si	-3.8285	16.8005	13.6708
Si	11.9403	5.4006	10.2625
Si	1.9456	10.1697	14.8054
Si	4.5091	-2.2196	15.8469
Si	-8.5807	-3.9364	10.813
Si	10.4752	6.2974	17.2318
Si	2.9616	13.734	21.7377
Si	0.7398	8.8518	21.827
Si	1.2829	12.9969	19.3476
Si	4.1779	14.6199	15.0575
O	0.8341	2.407	13.1695
O	7.7079	9.9458	13.332
O	-8.7673	13.7406	14.879
O	2.2109	10.2932	13.2324
O	1.3765	11.6203	15.2327
O	-3.83	6.7736	15.0122
O	-3.4138	2.0327	14.9494
O	4.3717	19.2341	20.1313
O	5.5099	-1.2428	10.0759
O	3.3203	9.7641	15.5444
O	11.7223	15.0338	11.2092
O	4.1268	-3.7914	15.6862
O	-7.2401	4.5873	13.7342
O	-0.0424	16.0599	17.0912
O	-0.4093	8.1655	20.9132
O	8.2866	4.5377	22.6186
O	5.5652	3.9209	11.4898
O	-1.714	2.9537	12.8954
O	-6.0548	13.7894	15.276
O	10.0598	10.9244	12.499
O	-7.699	6.5866	18.1979
O	-4.7008	1.7927	17.2529
O	0.1057	9.5986	18.7712
O	7.5388	2.8805	10.0679
O	9.6404	3.6075	20.5141
O	6.9043	8.3734	20.0078
O	7.2143	21.3681	18.3865
O	8.7274	1.4817	19.2119
O	-0.4149	12.5489	10.9436
O	4.0952	6.1396	11.6409
O	-2.5602	6.1038	12.7124
O	1.7206	9.687	20.8503
O	5.2646	-0.5292	12.6728
O	1.9629	0.6136	19.0384
O	3.7689	7.709	9.5652
O	5.4979	1.3368	10.8607
O	-0.2768	7.273	13.423
O	10.9298	6.5216	10.8777
O	4.0301	1.6816	21.2455
O	9.9287	10.2878	9.9761
O	7.927	4.3206	14.0696
O	1.8486	16.9195	10.3685
O	-4.2595	13.1829	12.5345
O	4.8989	8.8594	17.4387
O	-1.3503	3.0793	17.8882
O	3.3024	10.6925	10.9566
O	-5.21	6.059	12.8568
O	-0.8583	7.3176	16.0246
O	6.1963	11.3517	15.031
O	10.7275	7.06	18.6273
O	-2.6715	16.7135	17.1328
O	12.4911	8.9978	15.115
O	5.5657	-0.5926	21.2419
O	9.4958	8.4905	11.9933
O	11.3536	1.7565	19.8259
O	6.1958	-4.9965	16.9425
O	1.2529	13.8775	17.9942
O	3.9711	4.6252	16.3622
O	7.7166	8.0403	17.4313
O	9.2494	-1.837	19.3173
O	0.6785	10.15	11.1036
O	9.9355	9.2305	14.4903
O	-5.885	-2.0232	14.8003
O	2.045	2.9993	20.4222
O	0.2238	2.9874	15.6208
O	2.4007	8.2366	11.654
O	6.1959	1.5028	19.7975

Results
free energy: -69884.509 eV
free energy less fixed offsets of As -2657.37, O -447.96, Si -113.29 eV per atom: -3.089 eV
gap between the highest filled and lowest empty level on this k mesh: 1.517 eV

The program warned: the cutoff lies below the one the program advises for these potential files; the model core charge is not resolved on the grid; the forces do not sum to zero within the program's tolerance; the exchange-correlation potential is rough where the density is thin.
